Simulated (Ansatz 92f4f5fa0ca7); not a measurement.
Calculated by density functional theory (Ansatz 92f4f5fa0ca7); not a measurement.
Periodic cell of 207 atoms, Si128O79, from a study of silicon, its oxide and their interface. The atomic structure is a simulated model.
Doubt: the cutoff is far below the 930 eV that the study's wrapper takes by default for these files, so forces and energies are approximate.

Settings: functional PBE; potential files Ansatz PAW; basis plane waves; wave-function cutoff 580 eV; density cutoff ratio 5; exchange-correlation grid ratio 1; k mesh 1 x 1 x 1, Gamma-centred; self-consistency stop 5e-08 eV per atom in the density residual; occupations fixed; spin none; net charge 0.

Cell vectors (angstrom)
a  10.938  0  0
b  0  10.938  0
c  -2.9219  2.0604  30.2237

Atoms and the computed forces on them: element, x, y, z (angstrom), force x, y, z (eV/angstrom)
Si  3.4996  7.044  24.1794  0.0226  0.0459  -0.1708
Si  0.5607  9.6768  24.2892  -0.0135  0.0149  -0.1168
Si  4.5218  13.5774  24.1012  0.0097  0.0697  0.0248
Si  1.7106  5.3456  24.0413  -0.103  -0.0981  -0.5055
Si  -3.8426  10.9131  24.2321  -0.415  -0.4428  0.0979
Si  -2.0253  12.4334  24.1552  0.4368  0.3634  -0.3496
Si  6.2589  15.3051  24.2226  -0.0471  -0.1374  -0.0313
Si  -1.1436  7.9585  24.282  -0.1299  -0.328  -0.0441
Si  -0.2796  11.5481  25.4561  0.0724  -0.0501  0.0658
Si  2.6186  14.4623  25.2886  0.1246  -0.1719  0.0399
Si  -0.0864  6.1855  25.3898  0.0024  0.0122  0.1098
Si  2.4935  8.8237  25.3833  -0.0408  -0.0126  0.0449
Si  5.3284  11.7779  25.4764  -0.0416  0.0968  -0.0026
Si  8.0486  14.3004  25.3732  -0.0955  -0.0145  0.0944
Si  5.2187  17.0219  25.4738  0.0315  0.0165  0.1898
Si  -2.9586  8.9677  25.3975  -0.0012  0.2081  -0.0899
Si  -1.605  10.2402  26.8911  -0.0886  0.1193  0.1079
Si  1.2025  13.0086  26.654  0.0209  0.0176  -0.1208
Si  -1.5086  15.7233  26.6977  -0.026  0.0045  -0.0656
Si  1.1947  7.5112  26.8688  0.1032  0.0462  0.0626
Si  3.8918  10.2892  26.6902  0.0146  0.0155  -0.0712
Si  6.6744  13.0619  26.8911  0.0953  0.0021  0.0947
Si  3.8778  15.7004  26.8734  0.0459  0.1107  0.0532
Si  6.621  7.541  26.7278  -0.0256  -0.0779  -0.0504
Si  -0.1862  8.8842  28.2016  -0.0389  0.0319  -0.0222
Si  2.5358  11.6455  28.1091  0.0025  -0.0101  -0.055
Si  -0.1655  14.3525  28.1064  -0.0232  0.0157  -0.0087
Si  2.5481  17.0925  28.2199  0.0018  0.0071  -0.0502
Si  5.2626  8.9175  28.1184  0.0027  -0.0432  -0.0269
Si  8.0017  11.6479  28.2188  -0.0086  -0.1048  0.0176
Si  5.272  14.3797  28.2238  0.0146  0.005  -0.0532
Si  -2.9107  6.1604  28.1056  -0.0003  -0.0001  -0.0548
Si  1.1798  10.2639  29.5377  0.0631  0.1763  -0.1604
Si  3.9143  12.9984  29.5377  -0.1017  -0.2059  -0.0392
Si  1.1798  15.7329  29.5377  -0.1663  -0.2052  0.0333
Si  3.9143  7.5294  29.5377  0.1153  0.1683  0.001
Si  6.6488  10.2639  29.5377  -0.2442  -0.0463  0.0338
Si  -1.5547  12.9984  29.5377  0.262  0.1508  -0.0257
Si  -4.2892  4.7949  29.5377  0.1472  0.2736  -0.0463
Si  -1.5547  7.5294  29.5377  -0.1098  -0.2142  -0.0624
Si  2.7345  9.5708  0.6813  0.1372  -0.0255  -0.0037
Si  5.469  12.3052  0.6813  0.0004  -0.1292  -0.0024
Si  2.7345  15.0397  0.6813  -0.1918  -0.0153  -0.0025
Si  5.469  6.8362  0.6813  0.0033  0.1102  -0.0116
Si  8.2035  9.5708  0.6813  -0.1754  -0.029  0.0054
Si  0  12.3052  0.6813  0.0149  0.1788  -0.0215
Si  8.2035  4.1018  0.6813  0.2169  0.0374  -0.0004
Si  10.938  6.8362  0.6813  0.006  -0.171  -0.0197
Si  1.3673  8.2035  2.0485  0.1956  -0.136  -0.0292
Si  4.1018  10.938  2.0485  0.2235  -0.2661  0.0287
Si  1.3673  13.6725  2.0485  -0.2381  0.2436  -0.0604
Si  4.1018  5.469  2.0485  -0.2128  0.2697  -0.1074
Si  6.8362  8.2035  2.0485  -0.1012  0.1806  0.0518
Si  9.5708  10.938  2.0485  -0.17  0.0833  -0.0373
Si  6.8362  13.6725  2.0485  0.2084  -0.2375  -0.1007
Si  9.5708  5.469  2.0485  0.1391  -0.1688  0.0803
Si  2.7406  6.8479  3.4731  -0.0208  -0.0074  0.0727
Si  5.4741  9.5591  3.478  -0.0049  -0.0064  0.0064
Si  2.7251  12.3011  3.3489  -0.0171  0.0392  -0.0601
Si  5.4804  4.1155  3.3448  0.0142  0.0061  0.0116
Si  8.2213  6.8534  3.3796  -0.0702  0.0064  -0.016
Si  -0.0047  9.56  3.3721  0.0505  -0.0024  0.0752
Si  8.2028  12.2932  3.4643  0.0285  0.0258  0.0738
Si  -0.0008  15.0402  3.4724  -0.0284  -0.0092  0.0612
Si  4.1102  8.2026  4.9085  -0.0086  0.0759  0.0311
Si  6.868  10.9002  4.8843  -0.0483  -0.0784  0.0137
Si  4.0984  13.6833  4.629  -0.0315  -0.1199  -0.1134
Si  6.8272  5.4875  4.6833  0.1789  -0.0933  -0.071
Si  -1.3419  8.1923  4.7463  -0.0081  -0.0758  -0.021
Si  1.3656  10.9429  4.6862  0.0743  0.0765  0.0151
Si  9.564  13.6556  4.8754  -0.0103  0.0648  0.1121
Si  1.3621  5.4909  4.879  0.0062  -0.012  -0.0268
Si  5.3876  12.3359  6.0571  0.0507  0.0819  -0.0443
Si  2.7877  4.0438  6.0867  -0.0028  -0.0622  -0.0091
Si  4.5929  4.8822  7.3425  -0.0942  0.02  0.2214
Si  -2.6631  9.4697  6.2322  0.1361  0.0801  -0.0618
Si  0.0424  12.2192  6.1726  0.0012  0.0095  0.0542
Si  8.129  4.1628  6.1336  0.001  -0.1321  -0.1053
Si  -0.0285  6.8793  6.2407  -0.0997  0.0735  0.033
Si  2.6912  9.6749  6.1718  0.0206  -0.0203  -0.0616
Si  1.8767  2.2648  7.3345  -0.4941  0.3824  0.2249
Si  5.5338  6.754  6.1891  -0.0954  -0.0612  0.0793
Si  7.4218  7.5703  7.376  -0.0463  0.1068  0.2796
Si  -0.8743  10.4376  7.4998  0.1214  -0.1902  -0.0859
Si  6.2715  14.1256  7.2738  0.2184  -0.0797  -0.0027
Si  -1.7909  5.8381  7.4839  -0.0081  -0.0145  -0.0198
Si  3.5914  11.549  7.3469  0.3629  -0.3781  0.2555
Si  0.9057  8.7491  7.4065  -0.2211  0.0962  0.0522
Si  1.2296  8.9834  14.7578  -0.0901  -0.0865  -0.1243
Si  -1.9595  8.2539  21.4101  0.3205  -0.1204  -0.1299
Si  -1.2817  11.4664  18.4759  -0.1048  0.0287  -0.2898
Si  -0.3845  6.8013  16.2505  -0.0472  -0.0152  -0.0048
Si  -2.4366  5.7097  19.842  0.0092  -0.2203  -0.1568
Si  5.51  7.8609  17.0679  0.0204  -0.1155  -0.2038
Si  1.7329  8.3741  9.5536  -0.1676  0.0703  -0.3323
Si  4.9761  11.567  19.5025  -0.0675  0.2613  -0.0771
Si  9.2124  4.9576  9.742  -0.1465  0.2643  -0.1169
Si  0.5939  13.6742  10.2011  0.0212  -0.0928  0.0823
Si  2.5393  5.9023  12.7928  -0.0752  0.006  0.2728
Si  3.1391  9.3233  18.667  -0.0196  -0.0784  -0.2107
Si  -0.5427  12.5445  21.3001  0.0865  -0.1692  -0.0675
Si  4.4857  7.4407  22.0582  0.0003  -0.1864  0.1637
Si  6.3657  5.0274  21.9499  0.1301  -0.1157  0.1038
Si  4.1204  8.1975  14.3147  -0.0504  -0.0521  0.052
Si  9.4705  11.5443  9.527  -0.0593  -0.2779  -0.1358
Si  1.27  10.8391  16.8651  -0.0864  0.1065  -0.1238
Si  1.4334  14.9315  21.1545  0.1642  0.0597  -0.124
Si  3.3291  12.4406  15.0977  -0.0253  0.0695  -0.062
Si  0.5728  9.9018  21.972  0.0299  0.0204  0.3669
Si  0.3286  8.1049  12.1569  0.1044  -0.0103  0.1719
Si  5.6017  13.2274  16.8065  0.1059  0.1188  -0.1412
Si  1.3933  3.1265  13.1453  0.0567  0.0995  0.2707
Si  4.1463  10.4073  10.2048  -0.2563  0.0062  0.1538
Si  9.2259  13.446  13.7428  -0.0405  -0.044  0.1666
Si  4.9306  10.7503  12.9424  -0.0383  -0.0079  0.1405
Si  6.6048  5.2353  17.3007  0.013  -0.0558  -0.0921
Si  6.2596  9.8873  21.4969  -0.0582  -0.0143  -0.1146
Si  4.2963  13.7629  21.7123  0.0406  0.0025  0.2407
Si  2.264  7.9818  20.3049  -0.1908  -0.1408  -0.2147
Si  0.4859  5.7889  19.0914  -0.1057  -0.0112  -0.1493
Si  -2.7782  11.8173  16.0344  0.044  -0.0245  -0.0234
Si  6.2127  8.1285  10.2947  0.1267  -0.0652  0.0239
Si  8.4644  7.0294  12.0694  0.1437  -0.0896  0.203
Si  -2.5107  9.0777  17.181  0.1361  0.0372  -0.1922
Si  -2.5862  5.3178  14.695  0.0872  0.0385  0.0254
Si  3.7422  6.0928  10.0755  -0.0235  -0.046  0.1277
Si  7.3019  13.6323  9.2944  -0.2997  0.0147  -0.1052
Si  7.4991  11.8863  11.6029  0.0659  -0.0007  0.2122
O  -1.5809  7.3818  22.7464  0.1096  0.1977  0.2555
O  6.1746  10.573  20.0117  0.0795  -0.1655  0.1573
O  4.1322  11.396  8.9293  -0.1505  0.2024  -0.3339
O  -0.1779  2.9821  13.5355  -0.0126  -0.011  -0.0856
O  3.3494  5.3753  11.4811  0.0617  -0.0254  -0.2082
O  -1.2338  7.9643  12.5603  -0.0722  0.0427  -0.0339
O  -3.1677  4.9392  21.0905  -0.0743  -0.0007  -0.0077
O  9.0977  6.1464  10.8525  0.0299  -0.1548  0.0409
O  -2.2572  12.3429  17.4968  0.0536  -0.0564  0.1109
O  -2.2327  7.2981  20.1262  -0.0679  0.2004  0.1568
O  -3.7174  5.5559  15.8285  -0.0401  0.0205  -0.0097
O  0.6862  11.4793  21.5549  -0.091  0.0776  -0.055
O  6.6176  12.7909  10.5413  0.0167  0.0319  -0.0165
O  4.9105  8.9831  21.7101  0.0987  0.0988  0.0491
O  1.5366  2.8057  8.884  0.2341  -0.105  -0.2648
O  -4.241  12.4979  15.8306  -0.0858  -0.0262  0.04
O  -1.8354  9.9119  18.4271  0.0356  0.065  0.1329
O  5.366  12.2643  18.0934  -0.0754  -0.1026  0.1683
O  6.0902  14.6524  17.3861  -0.0197  -0.0368  0.0559
O  8.4652  10.8862  10.6881  0.1162  0.1533  -0.1022
O  2.8746  9.405  10.0825  0.1211  0.1102  -0.0251
O  -0.1476  12.205  10.2483  0.0821  0.1218  0.0481
O  0.4993  10.1934  15.5728  0.1168  0.0337  0.0231
O  -3.9464  8.3901  17.4974  -0.0689  0.0388  0.0607
O  7.0991  7.9398  8.9585  0.0725  -0.081  -0.1995
O  8.5384  12.8752  12.3876  -0.0084  0.015  -0.1216
O  4.1786  5.009  8.9596  0.0821  -0.0559  -0.1979
O  3.575  10.7699  19.2919  -0.0253  -0.0119  0.0251
O  0.3966  6.034  17.4731  0.0744  -0.0272  0.1209
O  2.4213  6.8881  9.5292  -0.0356  -0.03  -0.0507
O  0.922  9.2322  13.1728  0.0002  0.0127  -0.0074
O  6.3386  10.9323  22.7356  0.1486  0.2076  0.064
O  0.9073  7.2088  19.7877  0.1562  0.081  0.1183
O  7.1979  7.91  11.573  -0.1517  0.1171  -0.152
O  -3.2222  5.4633  18.4522  0.0234  0.0482  0.154
O  2.4704  11.782  16.3172  -0.0387  -0.025  0.0927
O  0.1223  13.9916  21.1264  -0.1134  0.0875  -0.0369
O  0.2318  11.6065  17.8504  0.0589  0.0131  0.0951
O  7.9758  6.1868  13.3734  -0.0069  0.027  -0.1302
O  4.8097  9.1246  13.1551  -0.0115  0.0274  -0.0473
O  1.5187  2.8691  11.5411  -0.0553  -0.0049  -0.2066
O  2.7299  13.9977  21.3783  -0.053  0.0768  -0.0373
O  7.7739  4.1603  9.8682  0.2329  0.0465  0.0758
O  4.3407  11.4483  14.2868  0.0209  -0.0466  -0.0336
O  4.9789  7.0898  10.3663  0.078  -0.0307  -0.0312
O  -1.1274  5.6913  15.321  -0.0196  0.0044  0.0031
O  -1.4688  7.8928  16.7841  -0.0583  0.0402  0.0313
O  4.7873  12.5725  20.7495  0.0656  -0.1912  -0.1891
O  5.5742  9.6208  10.2341  0.0984  0.0263  0.037
O  3.5709  6.7785  13.7141  0.0166  0.0024  -0.0814
O  2.2905  13.0266  14.0077  -0.0352  -0.0078  -0.0682
O  5.1901  15.0648  21.2384  0.0136  0.025  0.0439
O  1.224  6.7596  12.3637  -0.0531  -0.0657  -0.0919
O  5.247  7.9577  15.4597  0.0152  0.0446  0.053
O  5.8812  6.5927  21.8602  -0.1889  0.0791  0.0482
O  1.9786  4.5931  13.5738  -0.0221  -0.0259  -0.067
O  6.5037  11.1542  12.6732  0.1045  0.0216  -0.1346
O  -0.7567  9.3367  21.1833  -0.1353  -0.0788  0.0392
O  -0.4657  3.9863  10.1305  -0.0378  0.0315  0.0081
O  0.7  7.5377  15.2903  0.0357  0.0324  -0.0124
O  1.8752  9.5585  17.6585  0.1228  -0.0316  0.2224
O  -1.5854  12.6275  22.5446  -0.3134  -0.1124  0.4042
O  8.3439  3.7613  14.2689  0.004  -0.0574  -0.0741
O  -3.326  9.0456  21.6525  -0.1159  0.0386  0.0289
O  1.2843  5.0181  22.431  0.1381  0.2513  0.4013
O  -1.3585  12.0904  19.9602  0.003  0.0967  0.1652
O  -0.9288  5.1657  19.6058  0.0421  0.0256  0.1044
O  2.8476  9.0007  14.9527  -0.0062  0.0583  0.0599
O  3.3739  6.9548  20.944  0.017  -0.0703  -0.0762
O  8.6577  12.8042  8.821  -0.1789  0.0262  0.0349
O  1.571  15.6402  19.6633  0.0372  -0.0492  0.2403
O  4.4055  8.7356  17.8391  -0.0239  0.0304  0.1311
O  -1.7548  12.2797  14.8684  0.0243  -0.0059  -0.0275
O  4.04  11.1933  11.6375  0.0418  -0.0097  -0.1194
O  5.3812  6.2927  17.5214  -0.0187  0.0607  0.0613
O  4.2834  13.5143  15.8802  0.0009  -0.0534  0.0418
O  1.8621  9.0215  21.5121  -0.0385  0.0083  -0.1114
O  -2.785  10.1773  15.9897  -0.0366  -0.0009  0.0438
O  0.462  8.5197  10.5871  0.0309  -0.0009  -0.0053

Results
free energy: -126302.555 eV
free energy less fixed offsets of O -568.88, Si -635.61 eV per atom: -2.955 eV

The program warned: the cutoff lies below the one the program advises for these potential files; the forces do not sum to zero within the program's tolerance; the exchange-correlation potential is rough where the density is thin.
